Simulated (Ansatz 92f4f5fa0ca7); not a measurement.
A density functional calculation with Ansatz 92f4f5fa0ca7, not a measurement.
Periodic cell of 259 atoms, Si165O94, from a study of silicon, its oxide and their interface. The atomic structure is a simulated model.
Doubt: the cutoff is far below the 930 eV that the study's wrapper takes by default for these files, so forces and energies are approximate.
This geometry differs little from another in the collection (a relaxation step or a small displacement).

Settings
functional: PBE
potential files: Ansatz PAW
basis: plane waves
wave-function cutoff: 580 eV
density cutoff ratio: 5
exchange-correlation grid ratio: 1
k mesh: 1 x 1 x 1, Gamma-centred
self-consistency stop: 5e-08 eV per atom in the density residual
occupations: fixed
spin: none
net charge: 0

Cell vectors (angstrom)
a  10.938  0  0
b  0  10.938  0
c  0  0  38.2016

Atoms and the computed forces on them: element, x, y, z (angstrom), force x, y, z (eV/angstrom)
Si  0  0  0.683  0.0079  -0.0124  0.0066
Si  5.469  0  0.683  0.0075  0.0053  0.0034
Si  2.7345  2.7345  0.683  -0.0051  0.0353  -0.0029
Si  8.2035  2.7345  0.683  -0.0138  0.0196  -0.018
Si  0  5.469  0.683  0.0042  0.0265  -0.0007
Si  5.469  5.469  0.683  -0.0142  0.0384  0.0045
Si  2.7345  8.2035  0.683  0.039  0.017  -0.029
Si  8.2035  8.2035  0.683  0.0071  0.0392  -0.0033
Si  1.3673  1.3673  2.0503  -0.0801  0.058  0.028
Si  6.8362  1.3673  2.0503  -0.0438  0.05  -0.0694
Si  4.1018  4.1018  2.0503  0.0146  -0.0226  0.0335
Si  9.5708  4.1018  2.0503  -0.0387  -0.0486  -0.0154
Si  1.3673  6.8362  2.0503  0.0294  -0.02  -0.1481
Si  6.8362  6.8362  2.0503  -0.0358  -0.0341  0.0464
Si  4.1018  9.5708  2.0503  -0.038  -0.0743  -0.1248
Si  9.5708  9.5708  2.0503  -0.127  0.034  -0.002
Si  2.7345  0  36.1501  -0.1367  0.086  0.0517
Si  8.2035  0  36.1501  0.0077  -0.0967  -0.0569
Si  0  2.7345  36.1501  0.1137  -0.0225  -0.0603
Si  5.469  2.7345  36.1501  0.0248  0.0901  0.0521
Si  2.7345  5.469  36.1501  0.03  -0.0166  -0.017
Si  8.2035  5.469  36.1501  0.0436  0.0298  0.0266
Si  0  8.2035  36.1501  0.0862  0.0578  -0.023
Si  5.469  8.2035  36.1501  0.1279  -0.0623  0.0091
Si  4.1018  1.3673  37.5173  -0.009  -0.0325  -0.0023
Si  9.5708  1.3673  37.5173  0.0172  -0.0347  -0.0109
Si  1.3673  4.1018  37.5173  0.0098  -0.0141  0.0043
Si  6.8362  4.1018  37.5173  -0.0053  -0.0106  0.0102
Si  4.1018  6.8362  37.5173  0.0322  -0.0557  0.0024
Si  9.5708  6.8362  37.5173  -0.0243  -0.0118  0.0016
Si  1.3673  9.5708  37.5173  -0.0361  0.0107  0.017
Si  6.8362  9.5708  37.5173  -0.0248  -0.0103  0.005
Si  -0.5003  0.3291  28.2238  -0.003  0.0007  0.0335
Si  5.203  0.2806  28.0998  0.0182  -0.0126  -0.0136
Si  2.9619  2.5221  28.0188  -0.0171  0.0215  -0.0289
Si  8.7303  2.0525  27.9065  0.0073  0.006  -0.0216
Si  -0.3995  5.9975  27.0635  0.0028  0.0052  0.0705
Si  5.7681  6.0167  27.7731  0.001  0.0005  -0.0031
Si  3.3718  8.1443  27.8264  0.0086  -0.0001  -0.0514
Si  8.4531  8.2331  27.992  0.0062  0.0198  0.0175
Si  1.3231  1.3717  29.2598  0.0035  0.0029  0.0051
Si  6.9087  1.3541  29.256  -0.0319  -0.0286  0.0014
Si  4.1215  3.9927  29.4068  0.0034  -0.0252  0.001
Si  9.4394  3.8977  29.1682  0.0325  0.0137  -0.0128
Si  1.6752  7.0383  29.0911  -0.0276  -0.0334  -0.0103
Si  7.052  6.9788  29.4077  -0.0007  0.0163  -0.0019
Si  4.1972  9.6249  29.4212  -0.0035  0.0189  0.0205
Si  9.5192  9.6341  29.5406  0.0014  0.0054  -0.016
Si  2.6752  -0.0199  30.6689  -0.0012  -0.0137  0.0177
Si  8.119  0.0262  30.8136  0.0062  0.0047  0.0245
Si  0.0504  2.8104  30.6351  -0.0037  0.0062  0.003
Si  5.5378  2.6718  30.7245  0.0086  0.0167  0.0313
Si  2.7975  5.5458  30.6111  -0.0056  0.0162  0.0077
Si  8.2368  5.368  30.6355  -0.0038  0.0037  0.0204
Si  0.0969  8.1694  30.5886  0.0014  0.0074  0.0077
Si  5.5716  8.2534  30.7492  0.0108  -0.0097  0.0204
Si  4.1076  1.3133  32.0394  -0.001  -0.0015  -0.0112
Si  9.5926  1.4258  32.0323  -0.0115  0.0006  -0.0083
Si  1.4307  4.1508  32.0075  0.002  -0.0049  -0.0022
Si  6.8495  4.0925  32.0759  -0.0126  -0.0096  -0.0004
Si  4.1515  6.8618  32.0388  0.0079  0.009  -0.009
Si  9.6475  6.77  31.9594  -0.0018  -0.0075  -0.011
Si  1.3594  9.5454  32.0532  0.0029  0.0076  -0.0009
Si  6.838  9.5876  32.1883  0.0011  0.0034  -0.0142
Si  -0.0022  0.0115  33.3974  0.0053  -0.0028  -0.003
Si  5.4397  -0.0001  33.4867  -0.0023  -0.0087  0.005
Si  2.7649  2.7445  33.3794  0.0005  0.0079  -0.0006
Si  8.2301  2.7526  33.4343  0.006  -0.0006  -0.0026
Si  0.0445  5.4647  33.4047  0.0057  0.0067  0.0051
Si  5.4827  5.4768  33.4222  0.0051  -0.0031  0.0027
Si  2.7575  8.2057  33.4102  -0.0014  0.0017  -0.0051
Si  8.2754  8.1582  33.3864  -0.0072  0.0016  0.0006
Si  1.381  1.3788  34.7599  -0.0008  -0.0044  0.0012
Si  6.8459  1.3819  34.7914  0.0004  0.0049  0.0018
Si  4.1087  4.1047  34.7786  -0.0016  0.0011  0.0008
Si  9.5928  4.1194  34.7862  -0.0071  -0.0038  0.0008
Si  1.3832  6.8452  34.779  0.0009  -0.0011  0.0009
Si  6.8608  6.8436  34.7735  -0.0034  -0.0031  0.002
Si  4.0867  9.5604  34.8125  0.0035  0.0046  -0.0003
Si  9.582  9.5705  34.7725  0.0019  0.0019  0.0012
Si  2.7331  -0.0042  3.4007  0.0049  -0.002  0.0001
Si  8.1911  0.0103  3.4176  -0.0022  -0.0001  0.0023
Si  -0.0216  2.7272  3.4307  0.0007  0.0017  0.0004
Si  5.467  2.7288  3.4242  -0.0019  -0.0015  -0.0027
Si  2.7156  5.458  3.4127  0.0002  0.0049  0.0032
Si  8.1886  5.4487  3.421  0.0019  0.0022  -0.0018
Si  -0.0103  8.1907  3.3964  0.0011  -0.0039  0.0005
Si  5.4572  8.2018  3.4153  -0.0027  0.0017  0.0031
Si  4.0916  1.3543  4.7726  -0.0055  0  0.0006
Si  9.5187  1.388  4.8155  0.0005  -0.0026  0.004
Si  1.3442  4.1005  4.7901  0.0021  -0.0001  -0.0012
Si  6.8283  4.0831  4.8187  0.0002  0.0008  0.0018
Si  4.0725  6.8331  4.7684  -0.0005  0.0006  0.0079
Si  9.573  6.8145  4.7559  0  0.0047  0.0004
Si  1.3227  9.5955  4.738  -0.0009  -0.0013  0.0053
Si  6.8001  9.6007  4.7697  -0.0006  -0.0018  -0.0009
Si  -0.0388  0.0059  6.129  -0.0008  0.0038  0.0077
Si  5.4407  0.0167  6.185  -0.0089  -0.01  0.0118
Si  2.6999  2.6947  6.1171  0.0088  0.0007  0.0071
Si  8.1691  2.7276  6.2631  0.0055  -0.0022  0.0072
Si  -0.0325  5.4522  6.1749  0.0056  0.0102  0.0113
Si  5.4283  5.4576  6.1359  -0.0127  0.0103  0.0018
Si  2.6716  8.2239  6.0783  0.0055  -0.004  0.002
Si  8.2093  8.2264  6.0451  -0.0026  -0.0053  0.0095
Si  1.305  1.3741  7.5037  0.0007  -0.0048  -0.0283
Si  6.7749  1.3468  7.6542  -0.0022  0.002  -0.0052
Si  4.0825  4.0146  7.4826  -0.0005  -0.0104  -0.0253
Si  9.564  4.115  7.6289  -0.0032  -0.0005  -0.004
Si  1.3325  6.8778  7.4724  -0.0063  -0.0027  -0.0057
Si  6.8603  6.8734  7.3818  0.0077  0.0065  -0.0268
Si  3.9876  9.5893  7.4613  0.0019  0.0076  -0.01
Si  9.5391  9.5506  7.4634  0.0058  -0.0049  -0.0307
Si  2.6236  -0.0026  8.8787  0.0021  -0.0155  0.0051
Si  8.2405  -0.0471  8.9082  -0.0137  0.0057  0.0196
Si  -0.0378  2.6641  8.9817  -0.0102  0.0096  0.0191
Si  5.3836  2.7316  9.0257  -0.0022  -0.0098  0.0055
Si  2.756  5.4961  8.7286  0.0129  0.021  0.0243
Si  8.1449  5.5642  8.8555  0.0193  -0.0001  0.002
Si  -0.0793  8.1889  8.866  0.0144  0.004  0.012
Si  5.3589  8.1296  8.664  -0.0158  -0.005  0.024
Si  3.7535  1.4978  10.2839  0.0185  -0.0064  -0.0163
Si  9.7333  1.1143  10.271  -0.0145  0.0224  -0.0165
Si  1.3466  3.5353  10.6763  0.0036  0.0096  -0.0136
Si  6.6047  4.4227  10.1913  0.0035  -0.0127  0.0164
Si  4.3513  6.5495  9.988  -0.0153  -0.0018  -0.0622
Si  9.3379  7.0388  10.2744  0.0117  -0.0067  -0.0053
Si  0.9961  9.8047  10.1826  0.0249  -0.0364  -0.0046
Si  7.3596  9.4823  10.5498  -0.0157  -0.0043  -0.0105
O  16.1512  4.573  28.2889  -0.0003  0.0051  -0.0052
O  9.599  7.3068  27.2656  0.063  -0.0946  -0.0051
O  2.6217  2.5183  10.9884  -0.0067  0.0036  0.0064
O  8.3435  8.2143  10.9123  0.0054  -0.0004  0.0005
O  11.9741  6.1918  27.8084  -0.0857  0.0015  0.0111
O  -1.0678  4.7247  27.7988  0.0197  0.0647  -0.024
O  5.4445  5.5033  10.6757  0.01  -0.0083  0.004
O  -0.0796  -0.0068  10.7724  -0.012  0.0119  0.0074
O  7.5073  3.9874  11.5099  -0.0023  0.0022  -0.0067
O  4.4656  0.5345  11.425  0.0066  -0.0081  0.0143
O  9.9864  6.2089  11.5399  0.0028  -0.0047  0.0079
O  3.6512  7.3446  11.2283  -0.0136  0.0231  0.0409
O  0.602  4.0604  12.0602  -0.0075  -0.0017  0.0123
O  6.9141  10.2373  11.933  -0.0004  0.0095  0.0092
O  9.0475  1.7929  11.6263  0.0032  -0.0034  0.0011
O  1.5866  9.0266  11.4993  -0.0022  0.0033  -0.0047
O  -0.138  5.7114  25.4822  0.0016  0.0018  0.0054
O  3.0024  8.7855  26.352  0.0055  -0.0048  0.0206
O  8.5752  2.4984  26.2673  0.0033  -0.0027  0.01
O  -0.1803  10.247  26.9436  0.003  -0.0067  -0.0171
O  6.6623  5.7453  26.4079  -0.0037  -0.0008  -0.0003
O  2.6153  3.2254  26.5671  0.0035  -0.0028  0.0166
O  7.5541  8.8543  26.7608  0.0014  -0.0035  0.0075
O  5.5421  10.533  26.6537  -0.0005  -0.0012  0.003
Si  4.3588  0.3362  15.1285  0.0082  -0.002  0.0025
Si  3.268  3.7292  25.1582  0.0004  -0.0005  -0.0009
Si  -1.6495  4.0698  17.675  0.0027  -0.0013  0.008
Si  13.4132  7.582  17.4744  0.0021  -0.003  0.0082
Si  5.7724  0.3694  12.3975  0.0047  0.0004  -0.002
Si  3.7744  9.4368  19.4458  0.0005  -0.0045  0.0002
Si  -5.7096  11.5339  17.913  0.0033  0.0001  0.0064
Si  0.6871  11.5458  20.8962  0.0007  0.0026  -0.0005
Si  4.3175  2.1158  22.7531  0.0024  0.0005  -0.0024
Si  -0.0101  8.3663  16.2479  0.0006  0.0007  0.0068
Si  9.1667  8.8823  23.2287  0.0031  -0.0009  0.0032
Si  8.7468  0.8751  22.2281  -0.0017  0.0017  -0.001
Si  5.9773  5.4236  24.9568  0.0032  -0.0011  -0.0024
Si  1.1172  5.5417  21.3961  -0.0036  -0.0005  -0.0041
Si  -0.6346  9.7959  18.8048  -0.0002  0.001  0.0039
Si  6.7836  9.9401  25.8209  -0.0045  0.005  -0.0099
Si  3.2892  4.654  18.1619  -0.0077  0.0072  0.0096
Si  7.6998  3.7738  15.2461  0  -0.0017  0.0007
Si  0.1759  5.5837  12.5501  -0.0007  0.001  -0.0028
Si  0.7351  3.2712  19.3845  0.0028  -0.0032  0.0034
Si  7.8638  2.6444  12.3744  -0.0021  0.0027  0.0009
Si  2.4292  7.8062  12.1721  -0.0081  0.0018  -0.0037
Si  8.7443  1.4403  25.0211  -0.0053  0.0047  0.002
Si  -2.9605  5.4858  20.2111  -0.0026  0.0026  0.0028
Si  -0.6961  7.518  20.7028  0.0036  -0.0014  -0.0011
Si  -4.5759  8.0291  23.5002  -0.0043  0.0078  0.0029
Si  1.0639  5.9034  24.3906  0.0015  0.0035  -0.0082
Si  6.2888  8.1281  20.4266  0.0002  -0.0004  -0.001
Si  15.759  2.9989  16.2231  -0.0001  0.0064  0.009
Si  -1.3189  5.9015  15.3693  0.0036  0.0006  0.0024
Si  -4.4602  4.093  22.4516  -0.0024  -0.0008  -0.001
Si  3.9391  4.4261  21.0428  -0.0016  0.0009  0.0032
Si  2.3672  8.8413  24.8503  -0.0027  0.0042  -0.0063
Si  -8.4114  -1.9747  14.9103  0.0042  -0.0051  -0.0007
Si  7.6822  -0.1046  19.7403  0.0025  -0.0011  -0.0001
Si  3.1264  -0.6156  22.3342  0.0014  -0.0033  -0.0002
Si  -0.1519  -0.612  25.3273  0.0034  -0.0096  -0.0075
O  3.1062  8.385  13.5198  0.0036  0.0059  0.0153
O  7.4093  -1.6282  20.2697  -0.0005  -0.0016  0.0023
O  8.3922  3.1852  16.6191  -0.0025  -0.0008  -0.0013
O  2.2013  4.7669  24.5392  0.0024  -0.0034  0.0061
O  -1.2827  -3.4198  15.6651  -0.0018  -0.0023  -0.0013
O  5.1456  2.1957  17.6166  0.0004  0.0048  -0.0063
O  2.6015  8.791  18.5454  0.0022  -0.0019  -0.0016
O  3.3423  9.4599  20.9916  0.001  0.0039  0.0027
O  6.0976  3.5988  15.4135  -0.0075  -0.0011  0.0041
O  5.1922  4.9733  21.925  -0.002  -0.003  0.002
O  4.0793  1.9503  15.2059  0.0002  0.001  -0.0004
O  5.8911  2.5831  22.7079  -0.0004  -0.0006  0.0028
O  3.1031  6.2527  18.1006  0.0027  -0.012  0.0008
O  6.4651  1.8307  12.4349  -0.0044  -0.002  -0.001
O  7.6991  0.9785  20.9753  0.0001  0.0015  0.003
O  3.5612  2.9095  21.5339  0.0037  -0.0019  0.003
O  -1.0176  9.1061  24.6573  0.0019  0.0003  0.0014
O  -0.6511  0.8837  24.9167  0.0017  -0.0026  0.0062
O  1.2207  1.8515  19.9933  -0.0026  0.0021  0.0022
O  6.9785  4.6592  23.9071  -0.0006  0.0005  0.0017
O  -1.8311  -0.0699  18.9743  0.0002  -0.0006  0.0027
O  9.8799  8.3136  19.3388  0.0027  -0.0033  0.0055
O  3.5601  13.4035  24.1644  -0.0008  0.0043  0.0086
O  3.2952  9.2631  23.5751  -0.0002  0.0022  -0.0017
O  6.827  6.6391  20.0322  0.0002  0.0011  0.0019
O  5.1624  -0.1594  16.4665  -0.0009  -0.0002  -0.0011
O  -6.8776  0.0208  18.8998  0.0021  0.001  -0.0008
O  -0.3903  5.5146  14.079  -0.0035  0.0001  0.0063
O  -0.7466  8.44  22.0501  0.001  -0.0023  0.0003
O  -0.3658  9.6518  17.1986  0.0015  -0.0007  0.0001
O  8.2741  3.0071  13.9125  -0.0001  0.0024  0.0047
O  -3.3493  4.2817  21.2699  0  -0.0023  0.0016
O  5.0967  8.4765  19.3724  0.0018  0.002  0.0028
O  1.8897  3.8661  18.4072  0.0059  0.0068  0.0021
O  10.1217  5.1298  16.7344  -0.001  -0.001  -0.0002
O  -4.7678  9.3398  24.4461  -0.0004  -0.0071  -0.0019
O  -6.2618  4.5231  25.3152  -0.0096  -0.0018  0.0043
O  4.2864  0.5159  22.524  -0.0036  -0.0043  0.0039
O  1.3644  -0.817  24.8527  -0.0039  -0.0033  0.0055
O  6.6352  0.35  18.6265  -0.0017  0.0002  -0.0007
O  1.6966  0.1614  22.1027  0.0044  -0.0005  0.0039
O  4.2758  4.3899  19.445  -0.0058  -0.0007  -0.0017
O  0.8904  -2.0512  14.9846  0.0013  0.0007  -0.0001
O  10.2515  12.0014  21.6471  0.0038  -0.001  0.001
O  8.5279  10.3135  22.8163  -0.0002  0.0008  0.0031
O  3.2058  8.054  16.0901  0.0005  0.0003  -0.0013
O  -3.1396  11.1387  25.4587  0.0016  0.0004  0.0035
O  11.7474  6.9196  20.578  -0.0014  -0.004  0.0042
O  12.6239  7.3988  24.5463  -0.0019  -0.002  0.006
O  8.3162  4.8369  18.7536  0.0003  0.0002  -0.0007
O  2.7308  5.4401  21.3949  -0.0036  -0.0054  0.0017
O  5.5608  6.8245  24.2387  0.0009  0.0008  0.0026
O  2.9197  -0.403  15.0487  -0.0002  -0.0002  0.0005
O  1.4793  6.5481  12.546  0.0003  0.0004  0.0001
O  -5.1495  8.1897  21.9859  0.0006  -0.0005  0.004
O  9.2484  6.2488  20.8655  0.0019  0.0015  0.0012
O  -2.4909  1.927  23.4724  0.0001  -0.0004  0.004
O  3.8827  4.2287  16.7054  0.0043  -0.0089  -0.0034
O  11.3859  4.2628  20.6469  0.0009  0.0019  0.0016
O  -2.8501  5.3691  15.0944  -0.0018  0.0033  -0.0004
O  0.4742  5.6789  22.8903  -0.0012  -0.002  0.0053
O  -0.6225  3.1082  18.4934  -0.0012  0.0024  -0.0009
O  0.5446  -0.6122  19.8061  0.0019  -0.0003  0.0045
O  5.286  -0.0795  13.8691  -0.0041  -0.0003  0.0047
O  0.8979  7.3411  17.1457  0.0019  0  -0.0002
O  7.9883  7.7646  23.4033  -0.0005  -0.0008  0.0017
O  5.9351  9.0138  9.9398  -0.0082  -0.0019  -0.0052
O  1.8448  -6.0104  9.9949  0.0038  0.0135  -0.005
O  4.4813  6.982  27.4396  -0.005  -0.0008  0.0057
O  15.0168  1.3796  27.6461  0.0092  -0.0099  0.0122

Results
free energy: -158353.036 eV
free energy less fixed offsets of O -568.88, Si -635.61 eV per atom: -2.666 eV

The program warned: the cutoff lies below the one the program advises for these potential files; the forces do not sum to zero within the program's tolerance; the exchange-correlation potential is rough where the density is thin.
